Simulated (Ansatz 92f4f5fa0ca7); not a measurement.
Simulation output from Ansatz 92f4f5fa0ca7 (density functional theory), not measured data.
Periodic cell of 223 atoms, Si133O90, from a study of silicon, its oxide and their interface. The atomic structure is a simulated model.
Doubt: the cutoff is far below the 930 eV that the study's wrapper takes by default for these files, so forces and energies are approximate.
This geometry differs little from another in the collection (a relaxation step or a small displacement).

Settings: functional PBE; potential files Ansatz PAW; basis plane waves; wave-function cutoff 580 eV; density cutoff ratio 5; exchange-correlation grid ratio 1; k mesh 1 x 1 x 1, Gamma-centred; self-consistency stop 5e-08 eV per atom in the density residual; occupations fixed; spin none; net charge 0.

Cell vectors (angstrom)
a, 10.938, 0, 0
b, 0, 10.938, 0
c, 0, 0, 32.4127

Atoms and the computed forces on them: element, x, y, z (angstrom), force x, y, z (eV/angstrom)
Si, 0.4718, -0.5488, 24.839, -0.0142, 0.026, 0.0545
Si, 5.5676, -0.2716, 25.0018, 0.0011, -0.0007, -0.0189
Si, 2.5785, 2.9599, 25.0286, 0.0107, -0.0094, 0.0223
Si, 8.0696, 2.9674, 24.7514, 0.0006, 0.0081, -0.0192
Si, 0.354, 5.2412, 24.9215, 0.0127, 0.0021, -0.0451
Si, 4.8485, 6.0274, 24.9102, 0.0194, -0.0074, 0.018
Si, 2.7156, 8.2377, 25.3965, -0.0046, -0.0013, -0.0343
Si, 7.9521, 8.5669, 24.8029, 0.0073, -0.0104, 0.0181
Si, 1.3759, 1.2793, 26.1723, 0.0044, -0.0164, -0.0251
Si, 6.7905, 1.4548, 26.1129, -0.001, -0.0008, 0.0079
Si, 4.0705, 4.2291, 26.2972, 0.0066, -0.001, -0.0137
Si, 9.5707, 4.1305, 26.1652, -0.0201, 0.015, 0.0006
Si, 1.2806, 6.7861, 26.4398, -0.0025, 0.0094, 0.0141
Si, 6.7772, 6.8979, 26.0887, -0.0098, -0.0027, -0.0181
Si, 4.1744, 9.6017, 26.5398, 0.0037, 0.005, 0.005
Si, 9.5886, 9.5874, 26.1771, 0.0245, -0.0053, -0.0158
Si, 2.7163, 0.0534, 27.6856, -0.0081, 0.0149, 0.0116
Si, 8.1993, 0.0679, 27.5448, 0.0019, -0.0017, 0.0079
Si, -0.0172, 2.7016, 27.5581, 0.0147, -0.015, 0.018
Si, 5.4592, 2.7771, 27.5871, -0.0082, 0.0067, 0.0049
Si, 2.7103, 5.4732, 27.7244, -0.0046, -0.017, 0.0158
Si, 8.1724, 5.5045, 27.5344, 0.0001, 0.0052, 0.0057
Si, -0.0852, 8.227, 27.66, -0.016, 0.0058, 0.0044
Si, 5.5413, 8.1499, 27.6948, 0.01, -0.0063, 0.0039
Si, 4.1018, 1.3673, 28.9944, 0.0868, 0.5324, 0.1344
Si, 9.5708, 1.3673, 28.9944, -0.0872, 0.0955, -0.2326
Si, 1.3673, 4.1018, 28.9944, -0.3195, -0.5431, 0.131
Si, 6.8362, 4.1018, 28.9944, 0.1292, 0.1712, -0.3781
Si, 4.1018, 6.8362, 28.9944, 0.1604, -0.0545, 0.5079
Si, 9.5708, 6.8362, 28.9944, -0.6066, -0.092, 0.0364
Si, 1.3673, 9.5708, 28.9944, -0.1841, 0.0232, 0.0561
Si, 6.8362, 9.5708, 28.9944, 0.5111, 0.2465, -0.064
Si, 0, 0, 30.3617, -0.0116, -0.0665, -0.0021
Si, 5.469, 0, 30.3617, 0.0621, 0.0357, -0.0645
Si, 2.7345, 2.7345, 30.3617, 0.02, 0.0074, 0.0451
Si, 8.2035, 2.7345, 30.3617, 0.081, 0.0159, -0.0463
Si, 0, 5.469, 30.3617, -0.0805, -0.1544, -0.0509
Si, 5.469, 5.469, 30.3617, -0.084, 0.0084, 0.0307
Si, 2.7345, 8.2035, 30.3617, 0.0722, -0.0004, -0.031
Si, 8.2035, 8.2035, 30.3617, 0.0717, 0.0528, 0.0477
Si, 1.3673, 1.3673, 31.7289, 0.0407, 0.0117, -0.0187
Si, 6.8362, 1.3673, 31.7289, -0.05, -0.0165, -0.0247
Si, 4.1018, 4.1018, 31.7289, -0.0113, -0.0049, 0.0035
Si, 9.5708, 4.1018, 31.7289, -0.0124, 0.0675, -0.0014
Si, 1.3673, 6.8362, 31.7289, 0.0505, 0.0353, -0.0426
Si, 6.8362, 6.8362, 31.7289, -0.036, 0.0225, -0.0246
Si, 4.1018, 9.5708, 31.7289, -0.0904, 0.0102, -0.0261
Si, 9.5708, 9.5708, 31.7289, 0.009, -0.0277, -0.0013
Si, 2.7345, 0, 0.6835, 0.0696, -0.0398, 0.0116
Si, 8.2035, 0, 0.6835, 0.0025, 0.0122, -0.0136
Si, 0, 2.7345, 0.6835, 0.0093, -0.0248, 0.0356
Si, 5.469, 2.7345, 0.6835, -0.0003, -0.0064, 0.0316
Si, 2.7345, 5.469, 0.6835, -0.0371, 0.0262, -0.0075
Si, 8.2035, 5.469, 0.6835, 0.0452, -0.0295, 0.0034
Si, 0, 8.2035, 0.6835, 0.0092, 0.0155, 0.0285
Si, 5.469, 8.2035, 0.6835, 0.0079, -0.0438, 0.035
Si, 4.1018, 1.3673, 2.0507, -0.1574, -0.0573, -0.0276
Si, 9.5708, 1.3673, 2.0507, -0.0186, -0.0796, 0.0159
Si, 1.3673, 4.1018, 2.0507, 0.1843, 0.115, 0.0087
Si, 6.8362, 4.1018, 2.0507, -0.0756, 0.056, -0.0335
Si, 4.1018, 6.8362, 2.0507, -0.0692, -0.0041, 0.0435
Si, 9.5708, 6.8362, 2.0507, -0.0742, -0.0346, -0.0079
Si, 1.3673, 9.5708, 2.0507, 0.0108, -0.0308, 0.0098
Si, 6.8362, 9.5708, 2.0507, 0.0868, 0.1322, 0.0348
Si, 0, 0, 3.418, -0.3367, -0.1296, -0.2158
Si, 5.469, 0, 3.418, 0.3938, 0.2401, 0.1311
Si, 2.7345, 2.7345, 3.418, 0.1594, 0.001, -0.6176
Si, 8.2035, 2.7345, 3.418, -0.0496, -0.035, 0.5475
Si, 0, 5.469, 3.418, -0.3075, -0.0496, 0.254
Si, 5.469, 5.469, 3.418, 0.2281, -0.3271, -0.3203
Si, 2.7345, 8.2035, 3.418, -0.1724, -0.0917, -0.0761
Si, 8.2035, 8.2035, 3.418, 0.2555, -0.0719, 0.056
Si, 1.286, 1.4528, 4.6969, -0.0136, 0.0361, -0.0482
Si, 6.8761, 1.347, 4.8904, 0.0164, 0.0076, -0.0028
Si, 4.2187, 3.9752, 4.7336, -0.01, 0.0357, 0.0008
Si, 9.5432, 4.1126, 4.8642, -0.0006, 0.0023, -0.0231
Si, 1.3582, 6.8246, 4.7875, -0.0006, 0.007, 0.0147
Si, 6.8595, 6.7944, 4.7587, 0.0244, 0.0197, -0.0302
Si, 4.1209, 9.5631, 4.7295, 0.0043, 0.0173, -0.0216
Si, 9.6084, 9.5383, 4.8239, 0.0057, 0.0098, 0.0284
Si, 2.8235, 0.2032, 5.8678, 0.011, 0.0336, 0.0147
Si, 8.1944, -0.1205, 6.2749, -0.046, -0.033, 0.0015
Si, -0.0639, 2.6747, 6.2263, 0.0075, -0.0046, 0.0144
Si, 5.5723, 2.7715, 6.3331, 0.0088, -0.0459, 0.0165
Si, 2.7107, 5.2656, 5.9158, 0.0145, 0.0235, 0.0176
Si, 8.2181, 5.5407, 6.2753, 0.0131, -0.0164, 0.0201
Si, 0.1194, 8.2489, 6.2661, -0.0163, 0.043, 0.0043
Si, 5.421, 8.1107, 6.0492, -0.0231, -0.005, 0.0805
Si, 3.8543, 1.6012, 7.4553, -0.011, -0.0349, -0.0719
Si, 9.8872, 0.9521, 7.5579, 0.056, -0.0183, 0.0677
Si, 1.6271, 3.8112, 7.4084, -0.0075, 0.0387, 0.0528
Si, 6.5733, 4.5102, 7.7017, -0.0084, 0.0327, 0.0452
Si, 4.1682, 6.4728, 7.2065, -0.0485, 0.0845, 0.0346
Si, 9.3731, 7.168, 7.603, 0.0843, -0.0126, -0.0084
Si, 1.4567, 10.0053, 7.2895, -0.2912, -0.1877, -0.2817
Si, 6.8856, 9.1919, 7.5111, 0.1311, -0.0613, -0.1979
O, 10.9963, 5.9086, 23.4396, -0.0023, -0.0002, 0.0151
O, 4.5403, 0.0466, 23.7507, 0.0023, 0.002, 0.0011
O, 8.1108, 8.1707, 8.0533, -0.0987, 0.0651, 0.0429
O, 2.7365, 2.7164, 7.9739, -0.0762, 0.0607, -0.0604
O, 7.1693, 4.0844, 23.9265, 0.0042, -0.0045, 0.0051
O, 1.6799, 9.2658, 24.5902, 0.0002, -0.0013, -0.0062
O, 5.3157, 5.5584, 7.9614, 0.0153, -0.0137, -0.0434
O, 0.2379, -0.0367, 7.9499, -0.0603, 0.1006, -0.0168
O, 7.0458, 4.2172, 9.2716, -0.0031, -0.0136, -0.0251
O, 5.817, 9.6512, 8.6648, 0.1494, -0.0671, 0.049
O, 10.1207, 6.5434, 8.9501, -0.0113, -0.013, -0.0022
O, 2.6337, 9.6861, 8.4915, -0.5688, -1.6822, 0.3565
O, 4.2739, 0.6966, 8.7359, -0.0946, -0.2243, 0.2303
O, 1.0771, 4.6502, 8.7123, -0.0076, -0.0462, -0.0313
O, 9.2882, 1.3719, 9.0303, -0.014, -0.014, -0.0566
O, 3.044, 6.9606, 8.334, -0.0627, -0.2946, -0.1459
O, 7.388, 6.2532, 22.3073, 0.0043, 0.0023, -0.0007
O, 8.8719, 2.1447, 23.5641, 0.0014, 0.0015, 0.0045
O, 5.0975, 5.5009, 23.3742, 0.0021, -0.0038, -0.0111
O, 3.3315, 2.4208, 23.662, 0.0045, -0.0043, -0.0098
O, 10.9297, -0.2393, 23.2878, 0.0041, -0.0028, -0.0207
O, 3.7294, 7.2111, 24.5651, 0.0017, 0.0094, 0.0097
O, 1.4471, 4.0613, 24.5648, -0.0168, -0.0068, 0.0054
O, 6.754, 9.6594, 24.4286, -0.0138, 0.0055, 0.0061
Si, 14.6422, 1.0816, 22.8175, -0.0034, 0.0045, 0.0069
Si, -1.277, 2.6024, 22.2088, 0, 0.0021, 0.0003
Si, 0.7303, 11.5542, 22.0973, 0.0009, -0.0025, 0.0055
Si, 11.6056, 0.7917, 14.9538, -0.0053, -0.0065, -0.0247
Si, 5.8592, -0.5339, 12.035, 0.1743, 0.0197, 0.1375
Si, 11.6594, 15.7337, 12.6524, 0.0197, 0.0382, -0.0463
Si, 9.4085, 1.5561, 10.6474, 0.017, 0.0117, 0.0084
Si, 5.2698, 4.0597, 20.0471, 0.0025, 0.0004, -0.0013
Si, 9.8528, 8.0391, 13.5168, 0.0045, -0.0069, -0.032
Si, 10.4142, -2.955, 16.4879, 0.0028, -0.0012, -0.0192
Si, 10.8468, 5.247, 9.6579, 0.0421, 0.0399, 0.0463
Si, -0.2909, 5.4659, 21.9005, 0.0021, 0.0024, 0.0006
Si, 8.5958, -1.2709, 11.4808, 0.0468, -0.0108, -0.0033
Si, 8.7895, 5.0365, 13.2069, 0.0199, 0.0031, -0.0125
Si, 7.2592, 3.5877, 15.6543, 0, -0.007, -0.041
Si, 12.2705, 6.0493, 15.3894, -0.0016, -0.0018, -0.0341
Si, 5.6897, 5.7127, 17.3975, -0.006, 0.0018, -0.0051
Si, 4.4534, 10.1344, 9.48, 0.7402, 0.6047, 0.659
Si, 13.4314, 1.4776, 18.7275, 0.002, 0.0009, -0.0035
Si, 9.6932, 0.7796, 19.8804, 0.0015, 0.0011, -0.0008
Si, -1.0828, 2.2908, 17.0092, 0.0013, 0.0001, -0.0105
Si, 12.6263, 9.9079, 17.1954, 0.0013, 0.0004, -0.0105
Si, 5.1699, 1.1362, 20.1012, 0.001, 0.0016, -0.0039
Si, 3.5883, 7.7702, 16.4267, -0.0055, -0.0091, -0.0155
Si, 13.0268, 4.1341, 20.0734, 0.0001, 0.0037, -0.0026
Si, -3.5899, 9.6965, 19.8258, 0.0034, -0.0031, -0.0027
Si, 8.403, 7.4556, 21.9358, 0.0016, 0.0004, 0.0011
Si, 2.58, 2.415, 13.3973, -0.0126, 0.0228, -0.0238
Si, 5.6512, -1.4129, 14.8708, -0.0116, -0.0163, 0.0021
Si, 2.6998, 8.1498, 9.3352, -0.6219, 1.0259, -0.6106
Si, -3.5455, -2.6027, 17.0732, -0.002, -0.0029, -0.0055
Si, 0.8276, 11.6272, 11.9926, 0.0018, -0.0475, -0.0348
Si, 6.4946, 4.9825, 22.736, -0.0046, 0.0051, 0.0057
Si, 1.6246, -7.1173, 17.2541, 0.0018, 0.0061, -0.012
Si, 11.2199, 8.8002, 11.0233, 0.0761, -0.0355, -0.009
Si, 5.455, 1.4451, 14.1707, 0.0032, 0.0049, -0.0178
Si, 8.1476, 4.0609, 10.4605, 0.0146, 0.0023, 0.0091
O, 8.1935, 2.5547, 11.0713, 0.0007, -0.0174, -0.0115
O, 5.6986, -1.6329, 13.2502, -0.0011, 0.0285, -0.0262
O, 9.8421, 1.5383, 18.4538, -0.0013, 0, 0.0051
O, 3.6802, -6.6427, 20.445, 0.0001, -0.0004, 0.0007
O, -1.2786, 8.8862, 10.4825, -0.04, 0.0133, -0.008
O, 0.1188, 0.2149, 20.6293, -0.0027, 0.0006, -0.0008
O, 1.261, 7.94, 10.0304, -0.2013, -0.0883, 0.1851
O, 15.0881, 2.3894, 13.8242, 0.04, -0.0216, 0.0049
O, 17.9793, -1.1778, 11.0807, -0.0671, 0.0053, -0.0025
O, 12.5321, 0.1898, 18.2802, 0.0018, 0.0003, 0.0037
O, 10.9594, 6.4371, 16.3149, -0.0028, 0.0025, 0.0099
O, 10.3186, -2.3638, 14.9702, 0.0011, 0.004, 0.0202
O, 7.9103, 4.4619, 14.4364, -0.0194, -0.0221, 0.0305
O, 13.2704, 12.1912, 12.2708, 0.0076, 0.0094, 0.0051
O, 6.7981, 6.8334, 17.0618, 0.0032, 0.0053, 0.0032
O, 11.1197, 11.2505, 13.4641, -0.0016, 0.0046, 0.0223
O, 12.9711, 4.6857, 15.9424, 0.0029, -0.0068, 0.0119
O, 19.7046, -0.5059, 19.6008, 0.0025, 0, 0.0046
O, 0.2996, 13.117, 22.3711, 0.0012, 0.0011, 0.0008
O, 6.1716, 0.8909, 12.8035, -0.0296, 0.001, 0.045
O, 5.6672, 2.5679, 19.4653, 0.0018, -0.0008, 0.0026
O, -1.9437, 1.8243, 20.9373, 0.0019, -0.001, -0.0001
O, 5.1043, 0.125, 15.1041, 0.0119, 0.0091, -0.0165
O, 7.9726, 5.0512, 11.761, -0.0028, 0.0039, -0.001
O, 12.5813, 2.0895, 14.7073, 0.0059, 0.0065, 0.0073
O, 6.1763, 4.1624, 21.3872, -0.0008, -0.0028, -0.003
O, 1.8072, 4.7591, 18.5878, 0.002, 0, 0.0012
O, 0.9649, 10.2749, 11.0942, -0.0068, 0.0735, 0.0319
O, 3.882, 0.7522, 19.1748, -0.0002, 0.0014, 0.0014
O, 11.3729, 8.8988, 17.4241, 0.0007, 0.002, 0.0071
O, 11.5, 5.4692, 11.155, -0.0308, -0.031, -0.0033
O, 10.9529, 12.7974, 11.1454, -0.0115, 0.0126, -0.0007
O, 3.0493, -1.9398, 17.3833, -0.0013, 0.0038, 0.0078
O, 6.1039, 4.4508, 16.4358, 0.0053, 0.0047, 0.0004
O, -2.2362, 8.1967, 23.3729, 0.0012, -0.0006, -0.0085
O, 1.0044, 16.8515, 13.8079, 0.0001, 0.0013, 0.0259
O, 10.1822, 4.1572, 13.0331, -0.011, -0.0046, 0.0076
O, 5.7001, 5.1781, 18.9407, 0.0023, 0.0023, -0.0006
O, 9.5954, 4.2058, 21.949, 0.0001, -0.0013, 0.0023
O, 4.2349, 6.4563, 17.1698, 0.0044, 0.0008, 0.0045
O, 3.9619, 8.5984, 10.1696, 0.8467, 0.8355, 0.1103
O, 4.6677, -0.1739, 11.0141, 0.0448, -0.2271, -0.417
O, 7.6389, 8.5002, 20.9202, -0.0023, 0.0055, -0.0024
O, 1.8598, 2.4708, 19.9184, 0.0017, -0.0005, 0.0017
O, 8.9817, -2.8552, 17.21, 0.0021, 0.0033, 0.003
O, -1.147, 6.7667, 21.3164, 0.002, -0.0002, 0.0022
O, -2.2432, -1.9, 12.9699, -0.0142, -0.0006, 0.0167
O, 9.1185, 0.2457, 11.5373, -0.0177, 0.0011, -0.0035
O, -0.636, 12.158, 15.8468, -0.0064, 0.0046, 0.0114
O, 4.6459, 8.3905, 15.397, 0.022, 0.0217, -0.0064
O, 8.4278, 3.0094, 16.6582, 0.0044, -0.003, 0.0007
O, 2.35, -3.6435, 15.5019, 0.0097, 0.0053, 0.0129
O, -4.7125, 10.8348, 20.2188, -0.0001, 0.001, 0.0029
O, 9.6274, 4.1809, 9.7696, -0.0134, -0.0254, -0.0047
O, 13.5424, 2.5036, 17.4371, 0.0019, -0.0012, 0.0037
O, 2.342, 0.4007, 22.2084, 0.0007, 0, -0.0013
O, 11.1368, 8.1195, 12.4952, -0.0281, -0.0027, 0.0188
O, 6.5237, 2.3152, 14.9954, -0.0106, 0.006, 0.011
O, -1.7652, 6.5675, 13.5844, -0.0065, 0.0008, 0.007
O, 0.0516, 3.4448, 17.1147, -0.0007, -0.0007, 0.0049
O, 11.9983, 4.9464, 21.0845, 0.0034, -0.0017, 0.0002
O, 4.6824, 1.5031, 21.6069, 0.0022, -0.0006, 0.0008
O, 7.031, -1.7158, 15.734, -0.0034, 0.0037, -0.0067
O, 12.4908, -0.3666, 15.6997, 0.0072, -0.0029, 0.0111
O, 6.8323, -1.8614, 18.4133, 0.0027, 0.0007, 0.0028
O, 12.9566, 3.8043, 12.7276, 0.0028, -0.0245, 0.0093

Results
free energy: -135732.528 eV
free energy less fixed offsets of O -568.88, Si -635.61 eV per atom: 2.802 eV

The program warned: the cutoff lies below the one the program advises for these potential files; the forces do not sum to zero within the program's tolerance; the exchange-correlation potential is rough where the density is thin.
